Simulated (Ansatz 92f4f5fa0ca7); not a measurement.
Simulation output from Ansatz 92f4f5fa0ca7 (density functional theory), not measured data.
Periodic cell of 272 atoms, Si165O105P2, from a study of silicon, its oxide and their interface. The atomic structure is a simulated model.
Doubt: the cutoff is far below the 930 eV that the study's wrapper takes by default for these files, so forces and energies are approximate.

Settings
functional: PBE
potential files: Ansatz PAW
basis: plane waves
wave-function cutoff: 580 eV
density cutoff ratio: 5
exchange-correlation grid ratio: 1
k mesh: 1 x 1 x 1, Gamma-centred
self-consistency stop: 5e-08 eV per atom in the density residual
occupations: fixed
spin: none
net charge: 0

Cell vectors (angstrom)
a  11.6015  0  0
b  0  13.3963  0
c  0  0  29.8085

Atoms: element, x, y, z (angstrom)
Si  11.5362  0.1893  22.9357
Si  3.9046  0.1621  23.044
Si  7.6531  0.1258  23.145
Si  2.0647  3.4619  22.8916
Si  5.9003  3.6897  23.0071
Si  9.7511  3.5398  23.0359
Si  11.6593  6.8618  23.0817
Si  3.9499  7.0405  23.1835
Si  7.7778  6.9089  23.2925
Si  2.0288  10.2478  23.261
Si  5.8505  10.1002  23.2982
Si  9.8323  10.0894  23.2438
Si  11.6905  2.3963  23.7654
Si  3.9933  2.4117  23.7618
Si  7.7824  2.4155  23.7806
Si  2.028  5.7106  23.7083
Si  5.8209  5.8081  23.9953
Si  9.731  5.7324  23.9015
Si  11.7473  9.0314  24.0298
Si  3.8992  9.1389  24.1785
Si  7.8398  9.1041  24.0555
Si  1.9038  12.5155  23.8178
Si  5.7661  12.3759  23.9298
Si  9.6671  12.4  23.7932
Si  11.6382  2.3013  26.1776
Si  3.9103  2.3109  26.1744
Si  7.7543  2.3127  26.1877
Si  1.9726  5.6236  26.148
Si  5.8074  5.6579  26.3271
Si  9.7013  5.6373  26.2651
Si  11.6623  8.9781  26.3538
Si  3.8811  9.013  26.4633
Si  7.7855  9.0125  26.3731
Si  1.918  12.3879  26.2139
Si  5.7921  12.3326  26.2873
Si  9.678  12.3482  26.194
Si  1.9642  1.1997  27.0202
Si  5.8226  1.1847  27.0221
Si  9.6898  1.1811  27.0026
Si  11.6423  4.5152  27.0169
Si  3.8737  4.5101  27.0393
Si  7.7532  4.5192  27.046
Si  1.9622  7.8139  27.0795
Si  5.8398  7.8808  27.0949
Si  9.7109  7.8548  27.0758
Si  11.6076  11.2392  27.0404
Si  3.8407  11.2668  27.0779
Si  7.7555  11.2498  27.0646
Si  1.9336  1.1164  29.4135
Si  5.8008  1.1164  29.4135
Si  9.6679  1.1164  29.4135
Si  0  4.4654  29.4135
Si  3.8672  4.4654  29.4135
Si  7.7343  4.4654  29.4135
Si  1.9336  7.8145  29.4135
Si  5.8008  7.8145  29.4135
Si  9.6679  7.8145  29.4135
Si  0  11.1635  29.4135
Si  3.8672  11.1635  29.4135
Si  7.7343  11.1635  29.4135
Si  0  0  0.3944
Si  3.8672  0  0.3944
Si  7.7343  0  0.3944
Si  1.9336  3.3491  0.3944
Si  5.8008  3.3491  0.3944
Si  9.6679  3.3491  0.3944
Si  0  6.6981  0.3944
Si  3.8672  6.6981  0.3944
Si  7.7343  6.6981  0.3944
Si  1.9336  10.0472  0.3944
Si  5.8008  10.0472  0.3944
Si  9.6679  10.0472  0.3944
Si  11.5473  -0.0535  2.7474
Si  3.8323  -0.0744  2.7851
Si  7.6655  -0.0877  2.753
Si  1.923  3.2715  2.7331
Si  5.7538  3.2808  2.7866
Si  9.6106  3.2975  2.7409
Si  11.5909  6.6419  2.7487
Si  3.8684  6.6189  2.7387
Si  7.7355  6.6533  2.7781
Si  1.9123  9.9915  2.7637
Si  5.824  10.0189  2.7596
Si  9.672  9.9705  2.759
Si  11.5572  2.1982  3.4432
Si  3.8121  2.1303  3.6033
Si  7.6886  2.1242  3.5241
Si  1.9146  5.4954  3.4804
Si  5.8022  5.5277  3.5706
Si  9.6722  5.5142  3.5451
Si  11.5964  8.856  3.593
Si  3.8907  8.865  3.4264
Si  7.7418  8.8829  3.596
Si  1.8596  12.2225  3.5607
Si  5.7506  12.202  3.6642
Si  9.6089  12.1974  3.5067
Si  11.4919  2.1605  5.7636
Si  3.7968  1.9984  5.9918
Si  7.5717  1.9721  5.8737
Si  1.9065  5.3905  5.8176
Si  5.7915  5.4927  5.9519
Si  9.6499  5.4041  5.9031
Si  11.5953  8.75  5.9898
Si  3.9114  8.8183  5.7412
Si  7.7612  8.8628  5.9967
Si  1.7552  12.1385  5.9436
Si  5.7026  12.2105  6.1072
Si  9.5675  12.114  5.8602
Si  1.6679  0.9651  6.7308
P  5.7045  0.9983  6.8751
Si  9.6237  0.9414  6.5904
Si  11.6013  4.3086  6.7365
Si  3.8516  4.2806  6.5837
Si  7.7076  4.2164  6.5516
Si  2.0356  7.6287  6.5158
Si  5.815  7.764  6.7296
Si  9.6574  7.6016  6.7522
Si  11.4059  10.9671  6.7907
Si  3.6822  10.9834  6.6312
Si  7.6989  11.0876  6.8907
O  9.7807  7.4354  8.4223
O  9.9333  0.8142  8.2315
O  1.0767  0.9514  8.3224
O  3.2467  10.5824  8.1816
O  5.8062  7.9139  8.3956
O  3.769  4.2101  8.2344
O  7.8957  3.9443  8.1826
O  0.1302  4.2607  8.4089
O  11.0378  10.9305  8.433
O  7.9712  11.0791  8.556
O  2.3978  7.5023  8.1154
O  11.4019  0.2163  21.2605
O  9.7458  3.6398  21.3714
O  4.129  7.549  21.5955
O  6.0133  4.1704  21.3922
O  5.7475  9.7532  21.6635
O  2.1482  3.3926  21.2112
O  7.3262  13.4519  21.5075
O  4.001  0.1602  21.3825
O  7.6716  7.044  21.6543
O  2.1214  10.1915  21.6132
O  11.5466  6.9658  21.4209
O  10.1359  9.643  21.6553
Si  11.6462  6.4657  11.3209
Si  1.5416  10.3442  16.3207
Si  0.2664  3.6796  9.9359
Si  8.0618  12.8618  20.1872
Si  2.8878  10.4349  9.7521
Si  2.5628  10.4021  20.0698
Si  10.346  3.6984  19.8554
Si  0.2633  12.8077  17.1617
Si  10.7963  0.6982  19.8118
Si  3.1908  7.7627  16.2562
Si  0.3251  6.4798  19.9183
Si  9.4442  2.6157  14.4318
Si  2.9627  2.5104  11.1252
Si  5.1179  12.0307  15.3381
Si  4.9293  8.6823  20.718
Si  3.5415  -0.5182  11.4695
Si  5.6  8.9289  14.808
Si  -0.1614  11.3053  9.9851
Si  9.428  10.0245  20.2407
Si  3.4507  0.0581  19.85
Si  7.4641  4.4907  9.6418
Si  2.2542  12.3257  14.2175
P  6.0412  0.5819  10.8324
Si  2.7957  2.908  19.7722
Si  5.7715  4.4802  13.7648
Si  7.4756  0.2726  15.6287
Si  9.6261  11.4043  15.2267
Si  2.0482  6.5423  13.5701
Si  2.8951  3.5207  14.0906
Si  11.6767  9.1638  18.4573
Si  11.263  0.8822  9.189
Si  9.1094  7.1694  9.8885
Si  8.6974  8.6186  14.6039
Si  4.8343  7.1462  12.3789
Si  2.9781  5.6322  18.7625
Si  2.598  7.3886  9.7072
Si  6.2994  8.4218  9.8687
Si  4.3494  4.7035  9.6587
Si  9.3853  10.5465  12.3032
Si  5.9356  13.0502  17.9766
Si  7.9883  4.9593  18.4215
Si  8.3389  5.4969  15.2963
Si  7.2295  11.1807  10.0273
Si  5.3893  4.2061  19.8791
Si  0.8222  1.5244  15.1749
Si  7.5317  7.5496  20.1284
Si  7.6596  2.5348  12.11
O  3.5214  6.0663  10.0489
O  2.0135  2.6596  15.1749
O  -0.2925  12.9434  10.1464
O  8.3336  8.9181  19.8327
O  2.4138  1.3199  19.5328
O  8.1656  5.4503  16.8975
O  2.735  11.9902  19.7143
O  7.1727  8.8082  15.1392
O  1.2321  0.205  14.2925
O  4.4517  3.8513  14.5363
O  4.2538  3.4296  10.6927
O  10.9951  2.1618  14.6775
O  11.4155  4.8637  10.9807
O  10.8471  12.0746  16.0905
O  8.9741  6.9763  14.8172
O  1.7928  3.2802  10.312
O  8.4527  5.6977  10.0584
O  11.1372  2.2888  19.5477
O  5.4927  7.5537  10.9594
O  11.3887  7.5883  18.8225
O  7.9181  8.2607  10.0916
O  10.2453  7.2651  11.0582
O  9.2661  4.1911  14.892
O  8.8127  11.4813  20.5541
O  10.6093  10.5586  11.1961
O  8.3694  12.301  15.762
O  4.44  2.8826  19.8136
O  4.6574  0.2443  18.7729
O  10.4583  10.0993  18.9905
O  6.8041  0.7243  17.0702
O  0.5791  6.7337  12.8565
O  1.1287  7.1221  10.3185
O  3.1967  7.123  12.548
O  3.9377  9.5666  19.7788
O  6.8212  5.2686  14.7267
O  0.6411  0.9307  16.6832
O  1.5434  11.767  17.1711
O  5.3869  8.3253  13.3282
O  2.6201  12.237  12.6395
O  6.5249  3.2298  13.0549
O  2.7806  9.3135  16.6351
O  5.9819  7.8942  19.7543
O  1.9451  6.4  19.7613
O  1.4274  9.6854  19.178
O  9.488  9.7775  15.4999
O  3.1715  8.8676  10.1959
O  9.0024  9.0936  13.0355
O  2.2158  7.3138  15.0038
O  9.1373  3.8661  18.7831
O  4.761  7.9581  15.8336
O  7.2857  0.9507  11.8511
O  8.1436  6.3369  19.2601
O  5.9383  5.0459  9.576
O  6.9767  -0.9418  19.0639
O  11.0626  2.2536  10.0791
O  9.1192  2.5703  12.8291
O  9.749  11.554  13.5732
O  6.5679  4.221  18.756
O  6.0553  10.0325  10.0369
O  1.3495  10.7555  10.1502
O  5.1869  10.509  14.7477
O  1.6071  10.8844  14.7476
O  11.3478  13.0516  18.6824
O  5.3884  11.8978  16.953
O  8.1195  11.0364  11.3887
O  11.3107  4.9973  19.6498
O  8.3734  1.553  15.1282
O  2.4312  4.0533  18.6141
O  3.7381  11.6487  10.426
O  9.162  0.5812  19.7371
O  2.8426  2.6125  12.7414
O  3.6216  12.6239  15.0615
O  7.7021  3.2865  10.6837
O  5.0696  -0.154  11.9715
O  4.4251  5.4935  19.5192
O  6.1933  13.1308  14.728
O  3.0874  6.5713  17.4012
O  2.955  0.8893  10.8111
O  0.2615  9.4338  16.8437
O  5.3103  5.6142  12.6856
O  2.1708  4.9456  13.831
O  6.6185  12.6953  10.0401

Results
free energy: -166114.758 eV
free energy less fixed offsets of O -568.88, P -755.39, Si -635.61 eV per atom: 4.072 eV

Forces (eV/angstrom), in the order of the atoms: element, x, y, z
Si  0.0074  -0.0007  -0.0064
Si  0.0013  -0.0012  -0.0017
Si  0.0004  0.0025  -0.0021
Si  0.0107  -0.0032  0.001
Si  0.0053  -0.0079  -0.0074
Si  -0.0064  -0.0051  -0.0026
Si  -0.0014  -0.0026  0.0013
Si  -0.0021  -0.0064  -0.0025
Si  0.0075  -0.016  -0.0115
Si  -0.0015  -0.0054  -0.0014
Si  0.0119  0.0009  -0.003
Si  0.005  -0.0026  -0.0014
Si  -0.0021  0.0033  -0.0013
Si  -0.0031  0.0027  0.0024
Si  0.0033  -0.0025  0.0029
Si  -0.0058  0.0038  0.0023
Si  -0.004  0.0094  -0.0021
Si  -0.0037  0.0077  -0.0047
Si  0.0017  -0.0031  -0.0008
Si  -0.0058  -0.0022  -0.0005
Si  -0.0066  0.0058  -0.0027
Si  -0.0012  0.0025  0
Si  -0.0027  0.0011  0.0026
Si  -0.011  0.0018  -0.0001
Si  0.002  0.0015  0.0038
Si  -0.0003  -0.0027  0.0018
Si  -0.001  -0.0022  0.0003
Si  0.001  -0.0006  -0.0021
Si  -0.0018  -0.0019  0.0026
Si  0.0008  0.0012  -0.0027
Si  0.0004  -0.0004  -0.003
Si  0.0023  -0.0001  0.0012
Si  0.0015  -0.0035  0.0025
Si  -0.0007  -0.0011  0.0016
Si  -0.0016  -0.0041  0.0009
Si  0.0033  -0.0029  0.0036
Si  0.0003  0.0014  0.0001
Si  0.0001  0.0035  0.002
Si  -0.0039  0.0038  0.0002
Si  -0.0021  -0.0014  0.0048
Si  -0.0038  0.0015  0.0049
Si  0.0028  -0.0029  0.0027
Si  -0.0037  -0.0039  0.0016
Si  0.0006  0.0012  0.0027
Si  0.0018  -0.0041  0.0044
Si  0  0.001  0.0029
Si  0.0031  0.0012  0.0044
Si  -0.0062  -0.0015  -0.0004
Si  0.0705  0.1928  -0.159
Si  0.0566  0.136  -0.1383
Si  0.0666  0.1127  -0.2393
Si  0.1402  0.0497  -0.1387
Si  -0.0712  0.0376  -0.1132
Si  0.0769  0.0217  0.0181
Si  0.0014  -0.1807  0.2872
Si  0.0861  0.0324  0.444
Si  0.0811  -0.0048  0.1934
Si  0.003  0.1718  -0.0551
Si  -0.096  0.2983  0.2859
Si  0.0405  0.2265  0.0671
Si  -0.0789  -0.1352  -0.1472
Si  -0.0267  -0.1947  0.1885
Si  -0.1683  -0.2291  -0.0663
Si  0.0512  -0.1393  -0.1819
Si  -0.1182  -0.08  0.1242
Si  -0.143  -0.0465  -0.2094
Si  -0.0531  0.0149  -0.0365
Si  0.0034  -0.1495  -0.1503
Si  -0.006  0.0073  0.1368
Si  -0.0852  -0.0174  -0.0545
Si  0.149  0.0082  -0.0695
Si  0.0004  -0.1527  -0.0553
Si  0.0045  -0.01  -0.0001
Si  -0.0131  -0.0119  0.0076
Si  0.0159  0.0017  -0.0003
Si  -0.0165  0.014  -0.0119
Si  0.0042  0.0134  -0.0007
Si  0.02  0.0022  0.0103
Si  0.0081  0.01  -0.0006
Si  0.0066  -0.0027  0.0036
Si  -0.0005  0.0054  -0.0072
Si  0.0011  -0.0013  -0.0091
Si  0.0018  -0.0144  -0.0128
Si  -0.0017  0.0032  -0.0064
Si  0.0024  0.0069  -0.0025
Si  -0.009  -0.0101  -0.0158
Si  -0.0093  -0.0047  -0.0125
Si  -0.0053  -0.0116  0.0015
Si  0.0076  -0.0085  0.0124
Si  -0.0215  0.0116  -0.0393
Si  0.0007  0.0033  0.0046
Si  -0.0017  0.0057  -0.0087
Si  -0.0011  -0.0019  -0.0008
Si  0.004  0.0093  0.0065
Si  -0.007  -0.0222  0.0266
Si  -0.0024  -0.0042  0.0065
Si  0.0212  0.0096  -0.0047
Si  0.045  -0.0186  -0.0405
Si  -0.004  0.0253  -0.0102
Si  0.0134  0.0079  -0.0116
Si  0.0135  0.0034  0.0355
Si  0.0076  -0.031  0.0208
Si  -0.0046  -0.0177  -0.0012
Si  0.0183  0.0041  0.0243
Si  -0.0248  -0.01  0.025
Si  0.0025  -0.0068  0.0178
Si  0.0203  0.0955  -0.0562
Si  0.0064  0.0289  0.0032
Si  -0.0191  0.0059  -0.0012
P  -0.0005  -0.0199  -0.027
Si  -0.0086  -0.0119  0.0212
Si  -0.0073  0.0206  0.0474
Si  0.0108  -0.0202  0.0316
Si  -0.0161  -0.0737  0.1462
Si  0.0027  0.0075  0.0476
Si  -0.007  0.0001  -0.0313
Si  0.0431  0.0143  0.2371
Si  0.007  -0.0082  0.0214
Si  -0.1074  -0.0231  0.1071
Si  0.0244  0.0042  0.0604
O  -0.0579  0.0006  -0.1255
O  0.0055  0.0125  -0.0089
O  0.012  0.007  -0.0418
O  0.0258  0.0118  -0.0478
O  -0.0006  -0.0045  -0.0257
O  -0.0093  0.0057  -0.0556
O  -0.0401  0.0635  0.0149
O  -0.0033  -0.0004  -0.0475
O  0.0291  0.0133  0.0038
O  -0.0499  -0.0038  -0.0132
O  -0.0061  0.0056  -0.0367
O  -0.0024  -0.0005  0.0017
O  0.003  0.0003  0.011
O  0.0018  0.0007  0.0053
O  -0.0019  -0.0006  0.0052
O  -0.0059  0.0006  0.01
O  -0.0057  -0.001  0.0029
O  0.0005  -0.0021  0.0059
O  -0.0013  -0.0008  0.0017
O  -0.0039  0.0038  -0.0127
O  0.0012  0  0.006
O  -0.0007  -0.0001  -0.0006
O  0  0.0029  0.0032
Si  -0.0331  0.0151  0.0029
Si  -0.0002  -0.0004  -0.0111
Si  -0.0188  -0.0141  0.0221
Si  -0.0036  -0.0002  -0.0182
Si  -0.0253  0.032  -0.0256
Si  -0.004  0.0008  -0.0176
Si  0.0011  0.0006  -0.0149
Si  0.0017  -0.0003  -0.0073
Si  -0.0032  -0.0041  -0.0151
Si  -0.0004  0.0086  -0.0114
Si  -0.0036  0.003  -0.006
Si  0.0181  0.0096  0.0043
Si  0.0011  -0.0107  -0.0136
Si  -0.0098  -0.0093  0.0168
Si  0  -0.002  -0.0107
Si  0.0913  0.0091  -0.0066
Si  0.0041  -0.005  0.0007
Si  0.0099  -0.0202  0.0075
Si  -0.001  -0.0011  -0.012
Si  0.005  -0.0021  -0.0139
Si  0.0786  0.0333  -0.0747
Si  0.0021  -0.0136  -0.0091
P  -0.0298  -0.0119  0.1914
Si  0.001  -0.0015  -0.0082
Si  0.0081  0.0242  -0.0005
Si  0.0139  -0.0077  0.0218
Si  -0.0015  0.0106  -0.0032
Si  -0.0132  0.0141  -0.0037
Si  -0.0264  0.0006  0.0013
Si  -0.0007  -0.0012  -0.0268
Si  -0.0076  -0.0055  0.0051
Si  -0.0108  -0.0903  -0.0208
Si  -0.0028  0.0101  -0.0013
Si  -0.0026  0.025  0.0058
Si  -0.0003  0.0021  -0.0079
Si  -0.0173  0.007  0.0263
Si  0.0382  -0.0236  0.017
Si  0.0288  0.0236  -0.0009
Si  0.017  0.0056  -0.0092
Si  0.0006  0.0015  -0.0167
Si  -0.0049  0.0071  -0.0136
Si  0.0086  0.0075  0.0031
Si  0.0201  0.0552  0.0046
Si  0.0022  0.0007  -0.0074
Si  -0.0066  -0.0004  0.0027
Si  0.0071  -0.0085  0.0069
Si  -0.0053  0.0049  -0.0795
O  -0.0065  -0.0077  -0.004
O  0.0075  0.0029  -0.007
O  0.0027  0.003  -0.0056
O  -0.0005  -0.0026  0.0102
O  0.0014  0.0031  0.0083
O  -0.0041  0.0013  0.0092
O  -0.0008  -0.0038  0.0122
O  0.0034  0.0005  0.0052
O  0.0025  0.0039  0.0028
O  0.0147  -0.0069  -0.0085
O  -0.0057  -0.0079  0.0188
O  -0.0049  -0.0018  0.0045
O  0.0124  -0.0088  -0.0066
O  0.003  -0.0006  0.0023
O  -0.0013  -0.0039  0.0071
O  -0.0114  -0.0107  0.0072
O  0.0205  0.037  -0.094
O  -0.0031  0.0018  0.0079
O  -0.009  0.0045  0.001
O  -0.0002  -0.0014  0.0088
O  -0.0111  -0.033  -0.0163
O  -0.0102  -0.02  -0.0324
O  -0.0031  -0.001  0.002
O  0.0017  -0.0027  0.0063
O  0.0025  0.0143  -0.0063
O  -0.0068  0.0042  -0.0063
O  -0.002  0.0009  0.0055
O  -0.0046  -0.0033  0.006
O  -0.0041  -0.0027  0.0078
O  -0.0046  -0.004  0.0012
O  0.0087  -0.0069  0.0041
O  0.0106  -0.0081  -0.0093
O  0.011  -0.001  0.0062
O  0.0005  -0.0022  0.0088
O  -0.0048  -0.0091  -0.0034
O  -0.0012  -0.0014  0.001
O  -0.0007  0.0011  0.004
O  0.0023  -0.0089  -0.0008
O  0.0037  0.0033  0.0133
O  -0.0065  0.006  -0.0045
O  0.0054  -0.0039  0.0077
O  0.0005  -0.0004  0.0056
O  -0.0008  -0.0013  0.0064
O  0.0029  0.003  0.0096
O  -0.0005  -0.0088  0.0012
O  0.0016  0.0132  -0.0131
O  -0.0068  -0.0033  0.0062
O  0.0013  -0.0023  0.0065
O  0.0022  -0.0013  0.0064
O  0.0006  -0.0036  0.0052
O  -0.0522  -0.0161  -0.0679
O  -0.0001  -0.0005  0.0008
O  -0.0252  -0.0141  0.001
O  0.0044  -0.0011  0.0152
O  0.001  0.0226  -0.0046
O  -0.0047  0.0002  0.0035
O  -0.0115  0.0042  0.0013
O  -0.0018  -0.001  0.0079
O  -0.0044  0.0015  0.0058
O  0.0082  -0.004  -0.0255
O  -0.0037  0.0064  0.0048
O  0.0012  -0.0001  0.0187
O  -0.0024  0.004  0.011
O  -0.0002  -0.002  -0.0002
O  -0.0055  0.0023  -0.0026
O  -0.0008  -0.0025  0.0039
O  -0.0002  -0.0055  0.008
O  0.0008  -0.0005  0.0072
O  -0.0284  0.0007  -0.0113
O  -0.0024  -0.0014  0.0084
O  0.0026  -0.0009  0.013
O  0.0081  -0.0018  -0.0028
O  0.017  -0.0016  0.0301
O  0.0761  0.0361  -0.088
O  0.0002  -0.0008  0.0086
O  -0.0042  0.0015  -0.0151
O  -0.0002  -0.0061  0.013
O  0.0073  0.0139  0.0126
O  -0.0047  -0.0083  0.0209
O  -0.0015  -0.016  0.0015
O  0.0088  -0.0101  0.0023
O  -0.0047  -0.022  -0.0516

The program warned: the cutoff lies below the one the program advises for these potential files; the forces do not sum to zero within the program's tolerance; the exchange-correlation potential is rough where the density is thin.
